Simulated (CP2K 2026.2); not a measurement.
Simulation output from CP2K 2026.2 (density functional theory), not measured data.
Periodic cell of 523 atoms, Si360O163, from a study of silicon, its oxide and their interface. The atomic structure is a simulated model.
Doubt: the forces sum to 1.13 eV/angstrom along one axis rather than to zero, so they err by at least 0.0022 eV/angstrom per atom on average; the grid cutoff is modest.

Settings
functional: PBE
method: Gaussian and plane waves
basis set: DZVP-MOLOPT-SR-GTH
pseudopotentials: GTH-PBE
grid cutoff: 350 Ry, relative cutoff 50 Ry
k points: Gamma only
occupations: fixed
spin: none
net charge: 0

Cell vectors (angstrom)
a 16.32 0 0
b 0 16.32 0
c -4.2935 -7.4409 35.2618

Atoms and the computed forces on them: element, x, y, z (angstrom), force x, y, z (eV/angstrom)
Si 8.492 -0.772 34.234 0.009 0.011 0.121
Si 14.882 14.641 1.247 -0.159 0.039 0.727
Si 0.316 5.278 2.783 -0.059 0.038 -0.005
Si 2.077 6.005 1.344 0.255 -0.412 0.514
Si -1.748 3.922 33.661 -0.023 -0.064 0.005
Si 0.911 12.585 0.693 -0.043 0.142 0.199
Si -2.055 7.506 30.038 0.139 0.034 -0.033
Si 0.695 2.128 0.8 -0.561 0.457 0.225
Si 4.134 4.775 1.342 -0.057 0.067 0.114
Si 0.495 -0.006 30.779 0.037 -0.124 0.232
Si 1.126 4.284 34.998 -0.011 -0.088 0.113
Si 3.38 6.116 34.723 0.054 -0.102 -0.029
Si 3.651 3.153 34.264 0.011 0.091 0.116
Si 4.472 7.975 32.356 -0.041 -0.071 0.141
Si 4.535 -2.737 33.703 -0.083 0.095 0.019
Si 11.129 -0.017 34.717 -0.045 -0.012 -0.045
Si 8.954 9.271 1.472 -0.364 -0.308 0.412
Si 11.886 11.805 1.822 -0.179 0.554 0.365
Si -0.254 -0.163 2.625 -0.275 -0.294 0.398
Si 3.089 2.974 2.541 0.334 0.159 0.476
Si 15.423 3.738 1.491 0.012 -0.023 -0.025
Si 2.947 8.389 2.841 -0.199 -0.163 0.605
Si -0.279 10.676 2.878 0.098 0.177 0.673
Si 2.913 13.873 2.748 -0.228 -0.153 0.777
Si 5.318 -0.429 2.826 0.063 0.171 0.737
Si 8.023 2.768 2.573 0.001 -0.02 -0.1
Si 5.62 5.74 2.84 -0.188 -0.309 0.282
Si 7.766 7.916 2.892 0.295 0.366 0.267
Si 5.075 10.677 2.724 0.214 0.082 0.681
Si 8.703 14.306 2.278 0.189 -0.057 0.655
Si 10.481 -0.322 2.753 -0.263 -0.222 0.443
Si 13.58 2.737 2.624 -0.115 -0.014 0.015
Si 10.773 5.573 2.691 0.05 -0.009 -0.073
Si 14.512 8.018 2.274 0.1 -0.322 0.541
Si 9.676 12.184 2.455 0.322 0.406 -0.007
Si 12.14 14.888 4.049 -0.008 -0.001 0.056
Si 14.861 1.314 4.026 -0.002 0.007 -0.061
Si 1.573 3.924 4.143 0.016 -0.036 0.013
Si 15.207 6.702 4.054 -0.014 0.024 0.001
Si 1.35 9.532 4.127 0.037 0.065 -0.005
Si 14.868 12.293 4.111 0.041 -0.066 -0.022
Si 1.319 15.052 4.015 0.03 -0.023 -0.014
Si 4.159 1.34 3.917 -0.01 -0.032 0.031
Si 6.81 4.127 4.072 -0.029 0.04 -0.064
Si 4.099 6.865 4.227 -0.009 -0.02 -0.072
Si 6.673 9.555 4.134 0.003 0.073 -0.104
Si 4.017 12.257 4.081 -0.001 0.018 -0.04
Si 6.991 14.784 4.026 0.026 -0.013 -0.078
Si 9.39 1.372 3.98 0.002 0.012 0.026
Si 12.263 4.199 3.956 -0.015 -0.042 -0.032
Si 9.397 6.786 4.154 0.007 0.027 -0.03
Si 11.749 10.21 4.332 -0.107 -0.044 0.41
Si 10 11.806 4.671 -0.099 0.003 0.026
Si 13.398 13.437 2.644 0.011 0.095 -0.101
Si 13.527 -0.043 5.397 -0.006 -0.012 -0.019
Si 0.027 2.631 5.373 -0.006 0.003 -0.009
Si 13.66 5.465 5.357 -0.007 0.048 -0.003
Si 0.071 8.127 5.49 -0.042 -0.012 0.01
Si 13.585 10.972 5.577 0.001 -0.014 0.004
Si -0.008 13.647 5.392 0.004 -0.038 -0.004
Si 2.731 0.067 5.355 0.016 0 0.009
Si 5.444 2.708 5.374 0.016 0.002 -0.005
Si 2.765 5.412 5.504 -0.024 0.019 0.02
Si 5.406 8.229 5.596 -0.009 0.016 0.02
Si 2.68 10.92 5.482 -0.031 0.028 0.011
Si 5.539 13.496 5.399 0.007 -0.012 0.018
Si 8.133 -0.009 5.426 -0.015 0.011 -0.019
Si 10.858 2.759 5.285 0.018 -0.011 -0.03
Si 8.136 5.412 5.53 -0.017 -0.016 0.045
Si 10.841 8.231 5.355 -0.011 -0.018 -0.032
Si 8.115 10.787 5.562 -0.014 -0.012 -0.018
Si 10.973 13.638 5.664 0.028 -0.004 -0.006
Si 14.946 -1.345 6.783 -0.011 -0.005 -0.011
Si 1.372 1.336 6.797 0.005 0.024 -0.011
Si 14.993 4.057 6.714 0.017 0.015 0.027
Si 1.395 6.774 6.856 0.004 -0.021 -0.003
Si 14.964 9.504 6.799 0.01 -0.002 -0.023
Si 1.32 12.285 6.8 0.015 0.016 0.003
Si 4.129 -1.357 6.679 0.013 0.007 -0.039
Si 6.788 1.358 6.777 -0.016 0.022 -0.024
Si 4.13 4.052 6.817 -0.015 -0.001 -0.003
Si 6.789 6.806 6.874 0.01 0 -0.026
Si 4.026 9.576 6.893 -0.007 -0.021 -0.027
Si 6.8 12.199 6.873 0.008 0.035 0.005
Si 9.501 -1.312 6.844 -0.011 -0.024 0.001
Si 12.19 1.38 6.712 0.01 0.009 0.009
Si 9.548 4.048 6.785 -0.007 0.011 0.009
Si 12.261 6.848 6.691 0.017 0.009 -0.033
Si 9.493 9.439 6.888 0.045 0.01 -0.031
Si 12.323 12.306 7.026 -0.012 -0.011 -0.044
Si 0.009 -0.007 8.148 -0.014 -0.03 0.002
Si 2.722 2.713 8.152 -0.008 0.009 0.01
Si -0.007 5.407 8.147 -0.003 -0.026 -0.003
Si 2.715 8.157 8.218 0.005 0.005 0.009
Si -0.008 10.89 8.157 -0.007 -0.018 0.013
Si 2.745 13.637 8.104 0.023 -0.013 -0.023
Si 5.426 -0.003 8.124 0 -0.024 -0.011
Si 8.172 2.702 8.145 0.006 0.013 -0.001
Si 5.449 5.418 8.201 -0.015 0.019 0.022
Si 8.164 8.109 8.261 0.003 -0.012 0.01
Si 5.426 10.887 8.238 0.01 -0.021 0.018
Si 8.158 13.607 8.183 -0.007 -0.005 0.006
Si 10.882 0.044 8.162 0.002 0.009 0.017
Si 13.604 2.712 8.079 0.007 0.01 -0.005
Si 10.917 5.455 8.091 0.004 0.003 0.003
Si 13.587 8.156 8.144 -0.008 -0.005 0.011
Si 10.867 10.871 8.205 -0.046 0.015 -0.015
Si 13.682 13.665 8.289 0.022 0.013 0.011
Si -1.322 1.346 14.959 -0.004 -0.029 0.003
Si 1.343 4.089 14.933 -0.011 0.017 -0.012
Si -1.371 6.769 14.969 0.002 0 0.025
Si 1.372 9.542 14.936 -0.003 -0.003 0.01
Si -1.346 12.251 14.944 0.009 -0.013 -0.014
Si 1.389 -1.362 14.997 0.008 -0.023 -0.005
Si 4.113 1.355 15.011 0.017 0.005 0.015
Si 6.811 4.048 14.956 0.011 -0.012 -0.007
Si 4.078 6.807 14.935 0.004 0.009 -0.012
Si 6.777 9.543 14.95 -0.02 0.018 -0.018
Si 4.075 12.26 15.001 -0.01 0.006 0.006
Si 6.829 -1.314 15.044 -0.001 -0.006 0.037
Si 9.536 1.36 14.981 -0.013 0.002 -0.023
Si 12.2 4.036 14.984 0.007 0.03 0.017
Si 9.513 6.786 14.949 -0.003 -0.011 0.006
Si 12.271 9.504 14.921 0.012 -0.036 0.004
Si 9.516 12.259 14.953 -0.004 -0.01 0.008
Si 12.249 -1.352 14.949 0 0.01 -0.011
Si 13.654 -0.038 16.306 0.013 -0.029 0.01
Si 0.009 2.735 16.316 0.001 0.031 -0.001
Si 13.555 5.394 16.313 -0.003 -0.011 0.006
Si 0.028 8.16 16.263 0.004 0.023 -0.007
Si 13.626 10.869 16.278 0.019 0.023 0.005
Si 0.015 -2.736 16.334 -0.016 -0.015 -0.026
Si 2.756 -0.014 16.371 0.001 -0.027 -0.001
Si 5.507 2.696 16.378 0.017 0.027 0.003
Si 2.709 5.444 16.275 0.019 0.008 0.006
Si 5.406 8.19 16.304 -0.006 0.005 0.005
Si 2.69 10.9 16.351 -0.008 -0.012 -0.016
Si 5.428 -2.686 16.36 -0.009 -0.005 0.017
Si 8.222 0.055 16.416 0.005 0.013 0
Si 10.859 2.681 16.398 -0.015 -0.002 -0.001
Si 8.149 5.417 16.306 -0.022 0.006 0.008
Si 10.915 8.135 16.261 0.004 0 0
Si 8.122 10.923 16.298 -0.018 0.012 0.008
Si 10.887 -2.711 16.312 0.032 -0.006 0.015
Si -1.325 -1.394 17.707 -0.029 -0.013 -0.005
Si 1.409 1.406 17.661 0.016 0 0.007
Si -1.421 4.031 17.676 -0.03 -0.005 -0.004
Si 1.372 6.822 17.64 0.019 0.009 0.009
Si -1.321 9.506 17.619 0.022 -0.017 -0.015
Si 1.318 12.226 17.748 0.016 -0.016 0.026
Si 4.099 -1.359 17.796 -0.001 -0.029 0.014
Si 6.891 1.406 17.849 -0.022 0.032 -0.02
Si 4.082 4.093 17.615 -0.003 -0.027 -0.013
Si 6.784 6.818 17.613 -0.017 -0.023 0.005
Si 4.025 9.523 17.703 -0.005 -0.014 0.019
Si 6.752 12.259 17.71 -0.037 -0.008 0
Si 9.576 -1.36 17.737 0.045 0.013 0.031
Si 12.313 1.301 17.673 -0.027 -0.012 0.029
Si 9.457 4.065 17.739 -0.036 -0.006 0.006
Si 12.193 6.739 17.677 -0.01 -0.018 0.001
Si 9.569 9.56 17.527 0.042 0.027 -0.01
Si 12.28 12.24 17.627 0.009 -0.025 0.007
Si 0.007 0.081 18.974 -0.022 -0.043 0.011
Si 2.825 2.721 19.031 0.057 0.051 0.043
Si -0.053 5.467 18.895 -0.043 0.012 -0.011
Si 2.653 8.18 19.1 0.047 -0.001 0.009
Si -0.009 10.788 19.107 -0.037 0.053 0.028
Si 2.668 -2.726 19.122 0.012 -0.024 -0.006
Si 5.534 -0.004 19.152 0.034 -0.043 -0.017
Si 7.959 3.033 19.279 -0.251 0.163 -0.422
Si 5.279 5.584 18.946 -0.013 0.075 -0.044
Si 8.258 8.176 18.822 -0.022 -0.057 0.005
Si 5.365 10.888 19.068 -0.028 0.002 -0.011
Si 8.1 -2.663 19.041 -0.025 0.007 0.037
Si 11.175 -0.201 19.078 0.387 -0.379 -0.325
Si 13.576 2.663 19.121 0 -0.003 -0.007
Si 10.815 5.393 19.1 0.016 0.009 0.025
Si 13.622 8.126 18.894 0.023 -0.016 -0.015
Si 10.875 10.906 18.931 0.026 0.002 -0.018
Si 13.712 -2.876 19.056 0.006 -0.003 -0.025
Si -1.361 1.283 20.476 -0.059 -0.043 0.025
Si 1.333 4.127 20.159 0.04 -0.023 0.041
Si -1.412 6.776 20.299 0.001 0.007 0.001
Si 1.26 9.416 20.536 0.004 -0.03 -0.04
Si -1.454 11.98 20.516 -0.355 -0.326 -0.45
Si 1.389 -1.17 20.357 0.032 -0.039 -0.002
Si 4.294 1.461 20.469 -0.049 0.062 0.038
Si 6.523 4.453 20.498 0.049 0.007 0.036
Si 4.053 6.877 20.441 0.031 0.054 -0.001
Si 6.902 9.478 20.145 -0.031 0.027 -0.042
Si 3.93 -4.162 20.512 0.018 0 0.019
Si 6.776 -1.417 20.6 -0.345 -0.378 -0.272
Si 10.027 1.849 21.228 0.185 0.034 0.026
Si 12.137 3.978 20.479 0.266 0.33 -0.308
Si 9.436 6.846 20.36 -0.005 -0.038 -0.009
Si 12.236 9.466 20.165 0.043 0.04 0.007
Si 9.519 -4.015 20.262 0.06 0.009 0.003
Si 12.503 -1.559 20.535 -0.071 0.026 -0.035
Si -2.082 -0.549 21.878 0.268 -0.089 -0.606
Si 0.036 2.796 21.563 -0.054 0.048 0.023
Si 13.534 5.473 21.694 -0.016 -0.032 0.086
Si -0.242 8.12 21.86 -0.077 -0.018 0.048
Si 13.368 10.684 21.792 0.004 -0.005 -0.024
Si -0.111 -1.999 21.959 0.133 0.628 0.141
Si 2.818 0.164 21.681 0.015 -0.074 0.026
Si 5.298 3.061 21.961 -0.031 -0.049 -0.031
Si 2.512 5.504 21.618 -0.027 0.058 0.03
Si 5.925 7.884 21.548 0.039 -0.218 0.092
Si 5.374 8.675 25.827 0.022 -0.063 0.041
Si 5.261 -2.813 21.891 0.044 0.15 0.032
Si 8.936 -0.416 22.73 0.062 -0.075 -0.174
Si -1.534 1.708 29.546 -0.013 -0.019 0.018
Si 7.648 6.154 21.746 -0.067 0.096 -0.063
Si 10.958 8.141 21.548 0.09 -0.091 0.017
Si 8.178 10.879 21.518 -0.001 0.062 -0.019
Si 10.861 -2.766 21.745 0.332 -0.439 -0.23
Si 13.266 0.133 24.906 0.065 0.058 -0.022
Si 1.729 1.896 22.857 0.059 -0.102 0.038
Si -1.146 4.306 22.877 -0.103 0.028 -0.693
Si 0.965 6.525 23.051 0.081 0.142 -0.737
Si -2.047 8.975 23.174 -0.025 -0.003 0.034
Si 1.21 -4.869 24.617 -0.053 -0.057 0.117
Si 3.623 -1.516 23.144 -0.362 -0.261 -0.531
Si 8.442 -1.564 25.41 -0.027 -0.093 -0.047
Si 3.233 3.714 22.908 -0.092 -0.052 -0.069
Si 5.377 9.631 23.01 0.282 0.091 -0.376
Si 2.657 10.669 21.952 0.098 0.035 -0.637
Si 6.476 -4.604 22.89 0.006 0.077 0.011
Si 11.361 -1.874 29.587 0.012 -0.013 -0.048
Si 6.285 3.373 24.097 -0.177 -0.157 -0.656
Si -2.046 4.625 30.602 -0.009 -0.016 -0.075
Si 12.615 7.228 22.991 0.128 0.234 -0.607
Si 9.938 9.873 22.663 0.177 0.381 -0.423
Si 11.552 -4.677 22.974 -0.066 0.032 0.041
Si -0.041 9.122 31.764 -0.029 0.001 0.061
Si 9.413 5.222 31.879 0.046 0.046 0.087
Si 3.433 4.639 30.369 0.064 0.036 -0.145
Si 9.368 -7.169 34.216 0.105 0.04 0.184
Si -1.19 9.213 27.548 -0.28 0.226 -0.441
Si 1.376 -2.646 29.923 0.006 -0.007 -0.023
Si -1.968 -1.87 33.607 0.514 -0.21 0.034
Si 0.651 -5.238 33.879 -0.303 0.461 0.076
Si 1.325 0.912 24.913 0.089 0.231 -0.569
Si 6.069 1.634 26.552 -0.137 0.095 -0.063
Si 9.475 9.711 25.58 0.121 0.001 -0.126
Si 1.684 8.243 27.808 0.143 0.012 -0.121
Si 1.69 -1.908 32.794 -0.276 -0.125 0.387
Si 7.445 7.19 32.788 0.058 -0.028 0.137
Si 7.75 0.804 28.636 0.016 -0.067 -0.006
Si 12.055 1.081 30.304 -0.049 -0.202 0.025
Si 5.486 3.56 32.042 0.04 0.12 0.054
Si 6.795 -1.395 31.956 -0.041 -0.08 -0.061
Si 11.474 7.435 1.404 -0.158 -0.582 0.425
Si -3.01 3.029 25.089 -0.026 0.071 -0.045
Si 9.907 5.531 27.898 -0.006 -0.034 -0.045
Si 3.869 -0.331 25.89 0.045 0.025 -0.129
Si 2.82 1.805 29.891 0.086 0.102 -0.055
Si 7.995 7.266 26.497 -0.007 0.022 -0.125
Si 11.891 -4.78 25.295 -0.11 -0.007 -0.732
Si 8.387 -2.07 29.423 0.007 0.028 0.096
Si 10.481 -2.808 34.704 0.161 -0.222 0.552
Si 9.645 3.046 29.592 0.034 0.036 -0.058
Si 11.525 -5.225 33.279 0.016 0.008 0.092
Si -1.651 10.04 25.331 -0.085 -0.575 -0.069
Si -0.523 -5 29.747 -0.193 -0.009 0.059
Si 11.334 -1.858 26.454 0.029 -0.056 -0.011
Si 3.588 -5.662 33.549 -0.162 -0.016 0.126
Si 3.667 -2.683 27.826 -0.01 -0.018 -0.097
Si 3.249 10.618 26.839 -0.034 0.036 -0.068
Si 7.432 -4.319 25.004 -0.356 -0.152 -0.616
Si 6.707 1.51 0.988 0.247 0.443 0.457
Si 1.301 -2 23.867 0.362 0.034 -0.704
Si -3.098 -3.788 31.294 0.022 -0.038 -0.01
Si 9.71 3.958 1.332 -0.165 0.09 0.613
Si 6.607 -2.747 27.261 -0.046 -0.063 -0.033
Si 2.158 7.339 30.738 -0.007 0.07 0.03
Si 2.936 6.767 25.413 0.082 -0.653 -0.145
Si 3.737 4.606 24.998 -0.269 0.322 -0.402
Si 7.716 4.669 34.039 -0.05 -0.029 0.104
Si 5.563 0.995 30.604 0.041 0.053 0.042
Si -1.107 1.564 26.622 -0.055 -0.007 -0.102
Si 0.072 -2.922 34.183 0.063 -0.052 0.008
Si 12.025 1.77 1.08 0.391 0.23 0.505
Si -2.861 1.07 33.127 -0.023 -0.201 0.027
Si 11.729 6.074 30.375 0.055 -0.014 -0.034
Si 11.259 5.472 25.041 -0.035 0.044 -0.16
Si 3.949 3.369 27.725 -0.017 0.073 0.04
Si 8.421 5.463 23.889 -0.166 0.228 -0.503
Si 14.96 1.367 9.485 -0.007 -0.004 0.004
Si 1.36 4.066 9.52 -0.002 0.024 0.008
Si 14.95 6.782 9.496 -0.004 0.007 0.012
Si 1.347 9.534 9.532 -0.009 0.001 -0.002
Si 15.005 12.238 9.579 0.004 0.007 0.013
Si 1.386 -1.354 9.506 -0.015 0.003 0.001
Si 4.08 1.348 9.509 0.007 0.012 -0.002
Si 6.823 4.06 9.53 0.009 0.013 0.001
Si 4.086 6.789 9.554 -0.006 -0.007 0.005
Si 6.8 9.513 9.573 -0.005 0.019 -0.003
Si 4.066 12.285 9.533 0.011 -0.017 0.007
Si 6.784 -1.347 9.515 0.025 0.004 0.005
Si 9.52 1.369 9.532 -0.001 -0.01 0.01
Si 12.263 4.082 9.462 -0.01 0.003 -0.012
Si 9.56 6.751 9.544 -0.008 -0.02 0.002
Si 12.24 9.505 9.538 0.015 0.002 -0.015
Si 9.513 12.246 9.55 0.012 0.009 0.002
Si 12.247 -1.304 9.552 0.003 -0.005 -0.003
Si 13.618 0.035 10.896 0.001 0.005 0.004
Si -0.001 2.706 10.878 0 0.012 0.004
Si 13.599 5.422 10.862 0.001 -0.007 -0.008
Si -0.013 8.154 10.861 0 0.02 -0.011
Si 13.603 10.874 10.892 -0.014 0.007 0
Si 0.048 13.61 10.899 0.024 -0.044 0.006
Si 2.735 0 10.887 -0.006 0.007 0.002
Si 5.446 2.703 10.879 0.002 -0.002 -0.004
Si 2.712 5.427 10.892 -0.012 -0.002 0.008
Si 5.441 8.151 10.915 0.023 -0.026 0.011
Si 2.716 10.9 10.879 -0.006 0 -0.009
Si 5.436 13.625 10.897 -0.01 0.016 -0.013
Si 8.157 0.002 10.879 -0.001 -0.007 -0.006
Si 10.899 2.737 10.856 0.002 0.017 0.002
Si 8.179 5.413 10.896 0.024 -0.017 0.012
Si 10.89 8.14 10.901 -0.01 -0.001 0.001
Si 8.151 10.897 10.919 0.005 -0.001 0.007
Si 10.886 13.619 10.887 -0.02 -0.006 0.008
Si -1.337 -1.349 12.238 0.001 0.013 -0.016
Si 1.377 1.356 12.245 0.004 -0.02 -0.001
Si -1.372 4.064 12.235 0.004 0.009 0.006
Si 1.348 6.805 12.23 -0.013 0.008 0.001
Si -1.353 9.509 12.236 0.009 -0.026 -0.002
Si 1.385 12.253 12.263 0.003 0.014 0.006
Si 4.095 -1.343 12.272 -0.002 -0.017 0.01
Si 6.805 1.351 12.25 0.018 0.01 -0.002
Si 4.082 4.063 12.245 0.001 0.01 -0.004
Si 6.812 6.783 12.252 -0.001 0.01 -0.009
Si 4.077 9.539 12.237 0.006 0.004 -0.003
Si 6.792 12.274 12.269 -0.013 -0.007 0.007
Si 9.518 -1.347 12.249 0.004 0.01 -0.006
Si 12.248 1.382 12.243 0.013 -0.01 -0.004
Si 9.536 4.06 12.243 -0.021 0.003 -0.004
Si 12.249 6.77 12.245 0.003 -0.009 0.012
Si 9.52 9.515 12.248 0.001 0.001 -0.001
Si 12.241 12.244 12.241 0.005 0 -0.001
Si 0.034 -0.01 13.61 0.014 -0.008 0.002
Si 2.737 2.705 13.627 -0.005 0.01 0.011
Si -0.017 5.437 13.578 -0.001 0.002 -0.007
Si 2.718 8.171 13.58 0.002 0.014 -0.004
Si 0.005 10.887 13.584 0.002 0.007 -0.005
Si 2.737 -2.71 13.625 -0.005 -0.021 -0.002
Si 5.464 0.007 13.64 0 0.003 -0.003
Si 8.178 2.702 13.602 0.015 0.003 -0.008
Si 5.446 5.421 13.604 0.009 0 0.004
Si 8.152 8.163 13.61 -0.018 -0.02 0.01
Si 5.42 10.908 13.61 -0.005 -0.004 -0.004
Si 8.155 -2.678 13.631 0.006 0.014 -0.006
Si 10.888 0.014 13.6 -0.007 0.009 -0.017
Si 13.6 2.709 13.626 -0.022 0.015 0.004
Si 10.877 5.417 13.606 -0.002 -0.015 0.002
Si 13.621 8.132 13.584 0.008 0.03 -0.004
Si 10.879 10.88 13.602 0.006 -0.006 0.011
Si 13.609 -2.711 13.588 0.009 -0.021 0.009
O 2.334 7.623 1.521 -0.005 0.389 -0.321
O 14.912 9.583 2.414 -0.217 0.339 0.103
O 12.059 11.43 0.232 -0.122 -0.441 -0.026
O 3.974 0.845 30.464 -0.241 -0.488 0.113
O 6.212 0.084 1.559 -0.008 -0.239 -0.366
O 6.696 6.843 2.217 0.097 -0.005 -0.68
O 8.867 10.802 2.019 -0.529 -0.058 0.315
O 4.017 9.498 2.282 -0.013 -0.119 -0.315
O 8.457 -3.064 24.785 0.365 -0.073 -0.252
O 4.131 14.882 2.284 0.168 0.273 -0.38
O 11.306 0.352 1.474 -0.204 -0.128 -0.31
O 8.59 -5.968 34.992 -0.047 0.472 -0.176
O 10.861 2.888 0.818 0.113 -0.002 -0.293
O 12.951 7.885 1.889 -0.097 0.035 -0.01
O 15.424 7.397 1.072 0.439 -0.057 -0.013
O 12.148 10.452 2.732 0.427 -0.286 -0.063
O 8.698 2.567 20.684 -0.264 0.185 0.253
O 10.349 0.763 20.097 -0.199 0.075 -0.222
O -0.564 -3.55 21.651 -0.024 -0.139 0.09
O 7.758 -0.558 21.621 -0.303 0.144 0.093
O 10.036 5.252 23.992 0.205 -0.341 -0.322
O 9.68 1.024 22.578 -0.029 0.191 0.543
O 11.225 2.932 21.415 0.181 0.113 0.401
O -2.543 -0.295 23.434 0.107 0.073 0.125
O 6.015 9.303 24.489 0.653 -0.179 0.015
O 1.617 11.302 23.05 -0.305 0.069 -0.367
O 3.742 9.804 22.849 0.044 -0.366 0.23
O 12.246 -0.96 25.477 0.018 -0.033 -0.311
O 2.761 -2.408 29.129 0.003 0.187 0.361
O 9.997 -1.632 22.573 0.082 0.112 0.414
O 0.221 8.499 27.2 -0.002 -0.285 -0.565
O -1.026 -5.713 28.388 -0.042 0.257 -0.126
O -0.233 10.814 24.979 -0.036 -0.211 0.01
O 1.146 -3.27 24.894 -0.349 -0.07 0.505
O 10.722 5.76 26.525 -0.012 0.425 0.182
O 9.519 9.132 24.074 -0.164 -0.675 0.063
O 1.792 5.755 34.766 -0.208 0.423 0.019
O -0.369 4.232 34.441 -0.065 -0.108 0.137
O 5.468 2.875 27.426 0.534 0.392 0.218
O -0.921 0.784 30.747 -0.362 0.054 0.509
O 4.342 -4.279 33.306 0.48 -0.255 -0.407
O 5.825 -2.292 32.859 0.217 -0.15 0.08
O 0.276 1.745 25.809 -0.038 0.536 0
O 9.202 4.619 33.374 0.43 -0.502 0.389
O 3.75 6.99 33.421 -0.143 -0.221 -0.182
O 9.103 4.76 0.037 -0.323 0.336 -0.01
O -1.378 8.381 31.224 -0.329 -0.028 0.282
O 8.981 -2.183 34.902 -0.23 -0.288 0.486
O 9.095 8.466 26.525 0.304 -0.092 0.502
O 2.06 -5.444 33.066 0.082 0.042 -0.67
O 2.396 7.107 26.908 0.167 -0.346 0.421
O 6.364 -3.932 26.185 -0.645 -0.135 0.205
O 4.124 1.951 35.223 -0.1 -0.535 -0.432
O 2.308 5.726 30.766 -0.574 -0.093 0.265
O 4.244 7.695 25.227 0.062 -0.248 -0.438
O 9.809 -1.384 26.237 -0.063 0.461 0.256
O 3.568 -6.1 35.115 0.33 -0.378 0.071
O 10.731 6.208 29.111 -0.053 0.258 0.059
O 1.155 8.011 31.832 -0.038 -0.398 0.489
O -4.037 0.961 34.233 0.025 0.313 0.196
O 10.839 5.962 31.724 0.237 0.303 0.695
O 7.196 -0.313 35.067 -0.406 -0.044 -0.322
O 7.795 3.971 24.098 0.248 -0.338 -0.06
O 5.254 -2.471 28.092 0.134 0.396 0.321
O 6.269 0.565 29.23 -0.195 -0.432 -0.362
O 7.142 -1.477 26.381 -0.072 0.42 -0.16
O -0.73 1.426 28.176 0.646 0.034 0.047
O -2.946 4.614 34.499 -0.176 0.092 -0.16
O -1.841 0.262 25.98 0.22 -0.523 0.153
O 6.211 2.036 24.996 0.201 -0.424 -0.358
O 8.324 -0.483 24.223 -0.199 0.437 0.239
O -2.676 -1.8 35.08 -0.308 -0.092 0.093
O -3.646 4.746 30.293 -0.29 -0.498 -0.266
O 3.433 -4.215 27.399 0.117 -0.046 0.171
O 7.255 6.235 34.108 -0.496 0.188 0.628
O 10.47 8.699 1.542 0.079 0.121 0.165
O 7.982 6.482 25.075 -0.112 0.157 -0.115
O -1.765 -4.386 30.594 -0.061 -0.115 0.205
O 4.398 -0.87 24.454 0.566 0.065 0.106
O -2.869 -5.19 25.534 0.265 0.018 0.382
O 6.507 7.904 26.695 0.004 -0.268 0.41
O 8.174 -1.06 32.702 0.397 0.217 -0.185
O 9.883 -2.503 29.846 -0.052 -0.289 0.462
O 7.54 1.249 27.099 0.541 0.071 -0.352
O 4.768 4.821 31.299 0.277 0.481 0.001
O 7.812 -3.08 28.294 0.208 -0.549 0.108
O -1.744 4.574 32.187 0.231 0.378 0.084
O -1.904 3.385 23.973 0.135 -0.431 0.158
O 9.289 4.037 30.807 -0.338 -0.085 -0.03
O 8.113 14.427 0.743 -0.071 0.391 -0.139
O 2.741 0.804 25.691 0.12 0.258 0.458
O 8.296 10.8 25.647 -0.262 0.13 0.249
O 8.225 6.313 31.664 -0.334 0.246 -0.509
O 9.779 3.949 28.245 0.006 -0.242 -0.417
O -3.658 -5.321 34.438 0.288 -0.002 -0.168
O 1.55 7.717 29.309 -0.481 -0.009 0.001
O -1.925 2.316 33.535 0.269 -0.152 0.183
O 16.021 13.659 0.587 -0.131 -0.163 -0.582
O 8.328 8.468 33.198 -0.067 0.185 -0.188
O 3.672 7.873 30.953 0.346 0.128 -0.496
O -2.13 2.825 26.447 0.193 0.564 0.489
O -2.024 -0.326 33.068 0.388 0.031 -0.311
O 0.534 -3.865 29.307 -0.077 -0.201 -0.513
O 4.149 4.662 34.703 0.461 0.129 0.004
O -3.048 1.224 29.251 -0.134 -0.077 -0.731
O 4.68 9.889 26.633 0.197 0.15 0.153
O 11.316 -1.52 34.129 0.39 0.104 -0.611
O -0.083 5.357 23.585 0.184 0.092 0.466
O 3.265 -1.604 26.691 -0.305 -0.145 -0.13
O 12.598 1.609 24.76 -0.518 -0.02 -0.304
O 0.411 -1.342 29.867 -0.313 -0.082 -0.384
O -1.401 6.004 30.01 0.555 -0.156 -0.123
O 2.746 3.21 30.68 -0.593 0.03 0.627
O 9.624 0.397 34.274 -0.3 0.761 -0.111
O 6.692 3.935 33.027 0.015 -0.323 -0.029
O 10.59 -6.545 33.349 0.015 -0.221 -0.309
O 3.102 2.14 28.34 -0.327 -0.375 -0.502
O 3.269 3.777 26.325 -0.552 -0.035 0.075
O 6.027 7.622 32.187 0.073 0.093 -0.504
O 6.035 0.002 31.758 -0.186 0.297 0.361
O 11.461 -0.42 30.296 -0.429 -0.095 0.145
O 8.564 -0.568 28.828 0.364 0.284 -0.396
O 0.404 11.311 1.546 0.186 -0.147 -0.161
O 1.456 1.036 30.052 -0.262 0.347 -0.466
O 0.86 -0.641 24.682 -0.44 -0.053 0.135
O -3.624 7.361 30.425 -0.254 0.322 0.403
O 2.375 10.734 25.48 0.084 -0.266 -0.285
O 12.427 -2.91 30.205 0.043 0.099 -0.298
O 10.914 10.379 25.932 0.189 -0.224 0.524
O 12.294 -5.001 31.869 -0.209 -0.542 -0.469
O 12.192 4.165 25.144 -0.144 -0.19 0.075
O 7.272 -2.111 30.596 -0.393 -0.475 -0.005
O -2.727 -2.825 32.542 -0.087 0.064 0.183
O 2.222 2.454 1.231 0.444 0.103 -0.461
O 2.456 9.662 27.869 0.111 0.263 0.511
O 5.987 2.522 30.917 0.531 0.183 -0.211
O -3.629 1.403 31.75 0.083 0.17 0.035
O 12.115 6.737 24.492 0.3 0.14 0.413
O 2.21 13.244 1.416 0.2 -0.187 -0.575
O 0.428 0.633 1.349 0.149 -0.148 -0.095
O 5.354 2.019 0.205 -0.499 0.082 0.117
O 8.456 1.993 29.43 -0.135 0.116 0.357
O 14.203 15.502 0.03 -0.156 -0.166 -0.235
O 5.386 4.552 24.829 0.287 0.362 0.008
O 8.451 6.238 27.675 -0.482 -0.276 0.322
O 11.559 -3.407 26.071 -0.156 0.016 0.15
O 10.961 2.187 29.922 0.244 0.102 0.108
O 4.34 2.788 32.87 -0.304 -0.552 -0.135
O 1.738 -2.892 31.483 0.247 -0.639 0.222
O -0.263 -6.436 33.203 -0.476 -0.113 0.303
O 0.292 -6.051 30.667 0.401 0.07 0.053
O 1.099 -0.465 32.232 -0.159 0.475 0.449
O -1.466 3.284 29.918 0.384 0.144 -0.02
O 2.037 3.202 34.192 -0.239 -0.343 -0.319
O -1.963 8.198 28.572 -0.201 -0.383 -0.169
O 4.385 -6.801 32.779 0.424 0.192 -0.161
O 3.216 -1.834 33.375 0.208 0.237 0.211
O 5.072 0.374 26.67 0.181 -0.104 0.626
O 5.543 11.374 1.321 0.122 0.143 -0.228
O 1.759 7.149 24.343 -0.065 0.387 0.151
O 11.688 -1.673 28.015 0.435 0.312 -0.077
O 10.562 -3.946 33.554 -0.589 0.169 -0.472
O 3.899 4.602 28.8 0.065 0.627 -0.071

Results
total energy: -109974.464 eV
total energy less fixed offsets of O -438.35, Si -107.03 eV per atom: 7.386 eV
